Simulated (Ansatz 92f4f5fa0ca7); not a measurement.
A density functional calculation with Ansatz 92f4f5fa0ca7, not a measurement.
Periodic cell of 213 atoms, Si131O78B1H3, from a study of silicon, its oxide and their interface. The atomic structure is a simulated model.
Doubt: the cutoff is far below the 930 eV that the study's wrapper takes by default for these files, so forces and energies are approximate.

Settings: functional PBE; potential files Ansatz PAW; basis plane waves; wave-function cutoff 580 eV; density cutoff ratio 5; exchange-correlation grid ratio 1; k mesh 1 x 1 x 1, Gamma-centred; self-consistency stop 5e-08 eV per atom in the density residual; occupations fixed; spin none; net charge 0.

Cell vectors (angstrom)
a 10.938 0 0
b 0 10.938 0
c 0 0 31.231

Atoms and the computed forces on them: element, x, y, z (angstrom), force x, y, z (eV/angstrom)
Si 10.4286 0.5453 23.7563 -0.0133 0.0019 -0.0069
Si 6.107 10.3421 23.8674 0.0053 -0.0096 0.0119
Si 2.2615 3.1178 23.7671 0.0092 -0.0083 0.0003
Si 8.6264 2.3698 23.8032 0.0077 0.0109 0.0013
Si 0.6446 4.978 23.8485 0.0186 0.0009 0.0091
Si 4.9874 5.9425 23.872 0.0068 -0.0123 0.0018
Si 3.2732 7.6402 23.9038 -0.0079 0.0143 -0.0039
Si 7.7843 8.5391 23.8318 0.0068 -0.0191 -0.0038
Si 1.2841 1.4094 25.0666 -0.0141 0.0226 0.0654
Si 6.9421 1.2795 25.0637 0.0205 -0.0159 0.0419
Si 4.0568 4.0894 25.0156 -0.0347 0.0412 0.0419
Si 9.6958 4.0724 25.034 0.0173 -0.0218 0.0536
Si 1.5035 6.729 25.1612 0.0346 -0.016 0.0394
Si 6.7847 6.8518 25.1196 -0.0325 0.021 0.0431
Si 4.2103 9.493 25.034 0.0238 -0.0498 0.0397
Si 9.5596 9.6107 24.9887 -0.0206 0.0102 0.0433
Si 2.7512 -0.024 26.3071 -0.0121 -0.0128 -0.1591
Si 8.2657 -0.026 26.5189 0.0206 0.0209 0.1429
Si 0.0235 2.7489 26.546 -0.0075 0.024 0.1547
Si 5.4915 2.699 26.3214 -0.0002 -0.0131 -0.1467
Si 2.7893 5.386 26.5774 -0.0108 -0.0213 0.1944
Si 8.2414 5.4428 26.3465 0.0061 -0.0004 -0.128
Si 0.0333 8.1974 26.3268 0.0268 0.0147 -0.1425
Si 5.496 8.2082 26.5598 0.0096 0.0391 0.1913
Si 4.1024 1.3523 27.7093 0.0079 0.0276 0.154
Si 9.6014 1.3573 27.8916 -0.0194 0.0147 -0.2592
Si 1.3806 4.0814 27.9389 0.0187 0.0403 -0.3612
Si 6.859 4.0705 27.721 -0.0112 0.0441 0.1398
Si 4.139 6.8093 27.906 -0.0399 0.0434 -0.2687
Si 9.5841 6.8463 27.7213 -0.0185 -0.0161 0.135
Si 1.3926 9.5606 27.7217 -0.025 -0.0046 0.1432
Si 6.8693 9.5848 27.8986 -0.0465 -0.0511 -0.2768
Si 0.0414 -0.0275 29.1769 0.0193 -0.0628 0.0207
Si 5.4537 0.022 29.1735 -0.0281 0.0038 0.0004
Si 2.7671 2.6917 29.1889 0.0613 -0.0303 0.0342
Si 8.1937 2.7338 29.18 0.0326 0.0124 -0.0094
Si -0.0173 5.4947 29.1815 -0.0391 0.0179 0.0068
Si 5.5187 5.4305 29.1834 0.0152 -0.0657 0.0159
Si 2.7255 8.2052 29.1765 0.0264 0.0122 -0.0168
Si 8.2332 8.1797 29.1799 0.0291 -0.0294 0.0327
Si 1.3673 1.3673 30.5472 0.1689 -0.2612 0.031
Si 6.8362 1.3673 30.5472 -0.1659 0.0813 0.07
Si 4.1018 4.1018 30.5472 0.2177 -0.1962 -0.0788
Si 9.5708 4.1018 30.5472 -0.1165 0.1425 -0.0013
Si 1.3673 6.8362 30.5472 -0.1359 0.1191 0.0798
Si 6.8362 6.8362 30.5472 0.2613 -0.1369 -0.0342
Si 4.1018 9.5708 30.5472 -0.0834 0.0879 -0.0302
Si 9.5708 9.5708 30.5472 0.2399 -0.1219 -0.0798
Si 2.7345 0 0.6835 -0.2045 0.2009 0.1664
Si 8.2035 0 0.6835 0.026 -0.1714 -0.0308
Si 0 2.7345 0.6835 0.0947 -0.1397 -0.0512
Si 5.469 2.7345 0.6835 -0.193 0.1876 0.209
Si 2.7345 5.469 0.6835 0.0817 -0.1141 -0.0871
Si 8.2035 5.469 0.6835 -0.1419 0.2084 0.1589
Si 0 8.2035 0.6835 -0.1583 0.1985 0.1963
Si 5.469 8.2035 0.6835 0.0774 -0.0914 -0.0861
Si 4.0659 1.4003 2.0705 -0.0948 0.0769 -0.0371
Si 9.5607 1.3667 2.0468 0.0519 -0.0117 -0.04
Si 1.3938 4.0745 2.0454 0.0468 -0.0911 0.0313
Si 6.8006 4.1424 2.0593 -0.1267 0.0962 -0.0001
Si 4.1199 6.8174 2.0409 0.0408 -0.0271 0.0225
Si 9.5389 6.8668 2.0677 -0.0569 0.0717 -0.0397
Si 1.3468 9.5961 2.0635 -0.0529 0.0375 -0.0542
Si 6.8385 9.556 2.0562 0.0792 0.0053 0.0423
Si -0.0333 0.0279 3.4844 0.0586 -0.068 -0.0906
Si 5.4468 0.011 3.348 -0.1067 0.0889 0.1971
Si 2.7277 2.7711 3.5526 0.0239 -0.0976 -0.1405
Si 8.1698 2.7518 3.3396 0.1051 -0.013 0.2642
Si 0.0042 5.4583 3.3105 -0.107 0.1757 0.2947
Si 5.435 5.4942 3.5297 0.0563 -0.0437 -0.2365
Si 2.7563 8.2054 3.3311 -0.1127 0.047 0.2615
Si 8.1451 8.2017 3.5318 0.126 -0.0153 -0.1102
Si 1.2916 1.4101 4.9035 0.0337 -0.0003 0.0375
Si 6.7758 1.4117 4.7142 0.1435 -0.167 -0.4435
Si 4.1126 4.1404 4.9665 -0.0668 -0.0992 0.205
Si 9.5541 4.125 4.6844 0.1745 -0.1592 -0.4872
Si 1.3827 6.8203 4.6581 0.0457 -0.0344 -0.1611
Si 6.7704 6.8416 4.9579 0.0544 0.0512 0.1325
Si 4.0885 9.5832 4.7189 0.0507 -0.0122 -0.1089
Si 9.5087 9.6262 4.876 0.0046 -0.0638 0.0079
Si 2.713 -0.0361 6.1328 0.0092 0.0873 -0.1573
Si 8.1054 0.1427 6.1635 0.1459 -0.0167 0.0931
Si -0.1274 2.8346 6.197 0.0291 -0.1312 0.1022
Si 5.5906 2.7567 6.2878 -0.5217 0.3848 -0.0231
Si 2.6729 5.5832 6.2488 -0.027 0.052 -0.0369
Si 8.1073 5.2638 6.1755 -0.2749 0.4254 -0.0899
Si -0.0201 8.11 6.0301 -0.1277 -0.0249 -0.1824
Si 5.3912 8.3286 6.2851 -0.0233 0.018 -0.014
Si 4.4948 0.8957 7.3945 0.0804 -0.2639 0.0032
Si 8.8101 2.1169 7.2922 0.3516 -0.2254 -0.2054
Si 0.8051 4.6493 7.3828 -0.0776 0.0808 -0.0134
B 7.3804 3.5086 6.7832 -0.0457 -0.1424 0.1574
Si 3.5319 7.4519 7.4959 -0.0341 0.0065 -0.0291
Si 9.971 6.2827 7.2298 0.356 -0.0534 0.0582
Si 1.6725 9.1173 7.3196 0.0505 -0.0582 0.1092
Si 6.3017 10.2523 7.4161 -0.1417 0.0448 -0.0245
H 9.0287 1.8718 8.7517 -0.0827 0.0633 0.064
O 3.9771 0.8337 8.9855 -0.0047 0.0334 -0.0062
O 6.5994 10.3922 9.0675 0.0139 -0.0436 0.0786
O 0.8429 9.6493 8.6734 -0.0299 0.024 0.068
O 3.9669 7.097 9.0634 0.0284 -0.0057 0.0884
O 9.7888 6.7098 8.8166 -0.0544 0.015 0.011
O 0.992 4.5125 9.0338 0.0345 -0.0196 0.0728
H 2.8173 7.9372 22.5132 0.0024 -0.0035 0.0034
H 5.3691 5.6219 22.4564 0.0049 -0.0024 0.0067
O 7.9751 3.1567 22.43 0.0015 -0.0067 -0.0083
O 0.1414 11.0633 22.2828 0.0013 -0.0012 -0.0014
O 0.4981 5.6729 22.331 -0.0005 -0.0032 -0.0004
O 2.5726 2.5144 22.228 0.0032 0.0032 -0.0106
O 5.899 -0.1409 22.296 -0.0017 0.0032 0.0015
O 8.1449 7.8862 22.3281 0.0015 0.0018 -0.013
Si 10.9934 9.2156 13.9786 0.0097 0.0063 0.0041
Si 5.897 8.1366 16.4019 -0.0041 0.0057 0.0233
Si 9.1656 0.955 19.1489 0.0037 -0.003 0.0082
Si 3.2452 7.117 17.5609 -0.0001 -0.0021 0.022
Si 2.2828 4.583 18.9929 -0.0001 -0.0001 0.0178
Si 0.7148 2.4305 14.5605 0.0045 -0.0057 -0.002
Si 7.1691 5.7671 11.5923 0.0054 0.01 0.0486
Si 8.6384 3.1588 20.9348 0.0059 -0.0037 0.0039
Si 5.5149 3.3524 12.0124 -0.0305 -0.0221 0.0286
Si 1.2551 3.6863 10.4022 -0.0236 0.0191 -0.0543
Si 2.4613 0.7654 18.2919 0.0003 -0.0047 0.0174
Si 2.9649 9.3954 19.7165 0.0009 0.0029 0.0111
Si 5.9714 3.5739 16.1397 -0.0063 0.0031 0.0199
Si 3.1242 2.2947 20.7158 0.0007 0.0022 0.0083
Si 7.2873 5.9667 14.6305 0.0015 0.0063 0.0108
Si 6.1768 1.233 14.2991 -0.0025 -0.003 0.0015
Si 9.9778 4.8016 15.6419 0.008 -0.0065 0.0182
Si 8.36 3.6476 18.072 0.006 -0.0075 0.0196
Si 10.7289 1.5035 11.7203 0.0121 0.0203 0.0192
Si 4.0076 10.0067 14.6612 -0.0098 -0.0035 0.0111
Si 3.6149 1.5593 10.3889 -0.0467 0.0153 0.077
Si 6.817 9.3854 10.3227 -0.0283 0.0198 -0.0087
Si 5.1381 -0.1656 20.8754 -0.0062 -0.0021 -0.0014
Si 0.5531 9.6068 10.2635 0.0224 -0.0082 -0.0241
Si 2.478 10.0847 12.2168 -0.0093 -0.0074 -0.0039
Si 8.9159 7.8894 20.8875 0.0034 -0.0004 0.007
Si 7.2751 9.5685 18.871 0.0034 0.0013 0.0169
Si 8.4403 10.6896 12.824 0.0052 -0.0016 -0.005
Si 3.0624 5.399 12.3952 -0.0233 0.0117 -0.0173
Si 10.7595 5.289 20.9021 0.0036 0.0036 0.0022
Si 9.1877 7.439 10.1122 -0.0067 0.0474 0.0476
Si 1.4819 6.6292 14.9032 0.003 0.0034 0.0116
Si 4.7213 7.2244 10.498 -0.0386 0.0269 -0.0388
Si 2.8982 3.0959 16.5088 -0.0062 -0.0019 0.0198
Si 1.1634 10.6755 16.04 0.0001 0.0034 0.0145
Si 0.1109 10.3102 20.8426 0.007 -0.0042 -0.0004
O 7.8511 8.277 9.7241 0.0119 0 0.0031
O 10.0524 9.0396 20.9277 -0.0024 0.0042 0
O 8.0885 4.0463 19.6551 -0.0017 -0.0004 -0.0081
O 4.8225 7.2495 17.2209 0.0069 0.0005 -0.0101
O 11.0214 9.5475 15.5873 -0.0034 -0.0058 -0.0074
O 9.365 4.5807 17.1574 0.0015 0.0048 -0.0138
O 3.1901 1.6108 17.1125 0.0042 0.0029 -0.0116
O 4.1128 9.4629 20.8869 0.0034 0.0013 -0.0053
O 0.7444 1.9873 12.988 0.0055 0.0029 0.0107
O 8.4855 1.584 20.5066 0.0015 0.0012 -0.0034
O 3.2785 3.7809 20.0318 0.0018 -0.002 -0.0063
O 0.9472 5.182 19.7176 0.0046 -0.0002 -0.0037
O 3.1479 0.5108 11.5783 0.0051 0.0045 -0.0174
O 2.375 7.2313 16.1629 -0.003 -0.0029 -0.0149
O 6.0284 2.3015 13.1124 0.0084 -0.0042 0.0033
O 8.4678 10.5973 18.4883 0.0003 -0.0007 -0.0062
O 6.6665 9.0837 17.4559 -0.0026 -0.0064 -0.0157
O 5.0737 8.9937 15.307 -0.0003 0.0042 -0.0134
O 6.2219 10.4822 19.7055 0.0037 -0.0031 -0.0032
O 3.6594 6.7314 11.6422 0.0015 -0.0183 0.0162
O 0.6362 7.683 13.9459 -0.0015 -0.0029 -0.0065
O 10.3216 8.513 10.6635 -0.025 -0.0218 -0.0118
O 10.384 3.4059 14.8859 -0.0017 -0.0006 -0.0052
O 4.7463 0.4869 14.4374 0.0058 0.0054 -0.0056
O 1.9655 9.1478 10.9813 0.0012 -0.0039 0.0092
O 9.4913 9.5343 13.3817 0.0001 -0.0041 -0.0013
O 2.6715 10.2418 15.5625 0.0071 -0.0017 -0.01
O 4.459 1.3404 20.743 0.0008 -0.0025 -0.0068
O 6.034 6.2558 10.5259 0.0166 -0.0111 -0.0004
O 2.0728 1.5798 19.6598 0.0017 -0.0017 -0.0058
O 3.5314 10.5623 18.7093 -0.001 0.0007 -0.0102
O 4.9264 2.4503 10.7871 -0.0108 -0.0034 0.0008
O 0.536 1.1033 15.4482 -0.0015 -0.0001 -0.0048
O 2.3771 2.5573 10.1006 0.0249 -0.0051 -0.0145
O 4.3101 4.3345 12.5561 0.009 -0.0026 -0.0073
O 6.3732 4.6806 15.0193 0.003 0.0008 -0.0081
O 2.7388 8.1408 18.7294 0.0033 -0.0061 -0.0147
O 8.8635 5.5706 14.7352 -0.0084 0.0054 -0.0114
O 5.3568 8.7304 10.7354 0.0153 -0.0055 0.0127
O 6.8981 4.1528 11.6151 0.0037 -0.0011 -0.0165
O 6.9342 6.39 13.0935 -0.0017 -0.0052 -0.0169
O 0.2236 0.2093 10.775 -0.017 0.0165 -0.0133
O 6.8428 3.7795 17.4937 -0.0064 0.0006 -0.0131
O 1.1902 -0.038 17.6486 -0.0013 -0.0019 -0.014
O 10.1573 3.7686 21.0955 -0.0003 -0.0065 -0.0067
O 6.3965 2.0689 15.6757 0.0032 -0.0052 -0.0122
O 9.2567 1.0829 12.3021 -0.0105 0.0033 -0.0055
O 7.8324 8.2715 19.7127 -0.0007 -0.0004 -0.0052
O 1.8823 3.7405 17.6333 0.0026 -0.0034 -0.0154
O 1.8197 4.7168 11.5539 0.0201 0.0056 0.0123
O 4.3659 3.7836 16.3692 0.0084 -0.0001 -0.0075
O 2.1486 3.0897 15.0483 0.0008 0.0028 -0.004
O 1.5749 9.7197 20.4756 -0.0012 -0.0007 -0.009
O 7.5032 10.1027 11.6178 0.0067 0.0101 -0.0027
O 10.5989 0.4324 19.6954 -0.0008 0.0016 -0.0022
O 3.5814 9.4039 13.1983 0.0045 -0.0036 -0.0086
O 10.8069 2.8698 10.8017 -0.0188 -0.02 0.0033
O 9.6279 6.4375 20.57 0.0007 0.0006 -0.0058
O 6.9832 7.2111 15.6292 0.007 -0.0047 -0.0104
O 1.1135 10.2033 13.1745 -0.001 -0.0002 -0.0083
O 7.4316 0.2182 14.0274 -0.005 0.003 0.0016
O 0.3923 5.6999 15.6807 -0.0006 0.0006 -0.0075
O 9.1069 2.1715 18.0484 -0.0021 0.0058 -0.0082
O 2.4813 5.839 13.8674 0.002 -0.0024 -0.0022
O 8.6779 6.2544 11.1445 0.0068 -0.003 0.0008
O 3.2067 5.7317 18.3687 0.0051 0.0038 -0.0108

Results
free energy: -127839.988 eV
free energy less fixed offsets of B -154.04, H -15.97, O -568.88, Si -635.61 eV per atom: -0.488 eV

The program warned: the cutoff lies below the one the program advises for these potential files; the exchange-correlation potential is rough where the density is thin.
